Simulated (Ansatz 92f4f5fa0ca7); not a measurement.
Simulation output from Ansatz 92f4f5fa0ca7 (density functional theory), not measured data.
Periodic cell of 243 atoms, Si128O83H32, with a vacuum gap, from a study of silicon, its oxide and their interface. The atomic structure is a simulated model.

Settings
functional: r2SCAN
potential files: Ansatz PAW
basis: plane waves
wave-function cutoff: 800 eV
density cutoff ratio: 5
exchange-correlation grid ratio: 1
k mesh: 1 x 1 x 1, shifted by 0.5 0.5 0 of a step
self-consistency stop: 1e-11 eV per atom in the density residual
occupations: fixed
spin: none
net charge: 0
applied field: sawtooth along c, amplitude +0.015 V/angstrom in the program's sign convention, ramp centred at 0.9883 of c and 0.0233 of c wide, no dipole correction

Cell vectors (angstrom)
a 10.88 0 0
b 0 10.88 0
c 0 0 42.9184

Atoms and the computed forces on them: element, x, y, z (angstrom), force x, y, z (eV/angstrom)
Si 4.0813 13.9089 24.3871 0.0004 0.0052 0.0346
Si 6.5115 12.2135 29.3208 0.0009 -0.0101 0.0225
Si 4.721 13.7827 29.2624 -0.0001 -0.0016 0.0267
Si 7.5053 6.5162 28.8526 0.0035 -0.0058 0.0268
Si -0.3214 8.4831 29.4079 -0.0177 0.0063 0.0158
Si 2.3515 10.9821 29.3364 -0.0036 0.0075 0.0029
Si 9.8091 15.2714 28.8645 -0.0004 -0.0026 0.0258
Si 1.2982 6.7095 29.4082 0.0118 -0.0106 0.0152
Si 5.7317 10.3669 30.5607 -0.0195 0.0012 -0.021
Si 8.4001 13.0273 30.4327 -0.0083 0.0148 0.0035
Si 5.5721 4.7196 30.5154 0.0256 0 0.0024
Si 8.6232 7.7117 30.5121 -0.0015 -0.0195 -0.0189
Si 0.5431 10.228 30.6525 0.0195 -0.0011 -0.0119
Si 3.0516 12.87 30.5707 0.0033 -0.0269 -0.0173
Si 11.1272 15.9382 30.6766 -0.0297 -0.0002 -0.018
Si 3.0019 7.6069 30.7133 0.0157 0.019 -0.0147
Si 4.4206 11.659 32.0431 -0.004 0.0039 -0.0043
Si 7.1389 14.431 31.8887 -0.015 -0.0047 -0.0142
Si 4.3493 6.1409 31.9275 -0.0166 -0.0169 0.0096
Si 7.1683 9.0025 31.8334 0.0063 0.0154 0.0118
Si 9.8537 11.653 31.7587 -0.0217 -0.0148 0.0105
Si 12.5195 14.3687 31.8039 0.0239 0.0142 0.0165
Si 9.7594 17.1886 32.0494 0.0204 0.0146 -0.0041
Si 1.7212 8.9276 32.1566 -0.0139 -0.0151 -0.0018
Si 3.0852 10.3135 33.4035 0.0113 0.0227 0.0088
Si 5.8042 13.06 33.3079 -0.0112 -0.0091 0.0188
Si 2.9792 4.8124 33.2773 -0.0064 0.0145 0.0241
Si 5.7824 7.575 33.1697 -0.0049 0.0059 0.0221
Si 8.5106 10.3392 33.2311 0.0093 -0.0017 0.0337
Si 11.1704 13.0187 33.1735 0.006 -0.0033 0.0292
Si 8.4296 15.7678 33.3134 -0.0053 -0.0063 0.0144
Si 11.1666 7.5978 33.4178 -0.0055 -0.0116 0.0122
Si 4.4619 8.9058 34.6186 -0.0014 -0.0023 0.2184
Si 7.1609 11.6754 34.6399 -0.0284 0.0229 0.1455
Si 4.3918 3.5142 34.6538 0.0251 -0.0287 0.1526
Si 7.0803 6.2572 34.6197 0.0193 -0.0221 0.2151
Si 9.8163 9.0037 34.6927 0.0009 0.0089 0.1565
Si 12.5351 11.7076 34.6091 0.0071 -0.0053 0.2136
Si 9.8357 14.3728 34.5716 -0.0282 0.0236 0.208
Si 12.5489 17.0714 34.685 0.0097 0.0091 0.1444
Si 5.7692 10.2902 35.9675 0.2646 0.0094 0.3479
Si 8.5238 13.0443 35.9885 -0.1649 -0.1314 0.266
Si 5.754 4.9047 35.9996 -0.1763 -0.0592 0.2664
Si 8.4338 7.5962 35.9867 0.07 0.1683 0.3723
Si 11.214 10.3665 36.0066 -0.1743 -0.1002 0.3729
Si 3.0159 13.0214 35.9897 0.0913 0.168 0.3396
Si 11.1583 15.7036 35.9815 0.1886 0.1019 0.4086
Si 3.0864 7.5781 35.9868 -0.0988 -0.145 0.2759
Si 8.1485 8.1282 6.9115 0.0943 0.1392 -0.2184
Si 10.9099 10.8984 6.9134 -0.0466 -0.1102 -0.243
Si 8.1923 2.7407 6.9817 -0.0089 -0.0594 -0.2616
Si 10.8344 5.4185 6.9328 0.023 0.0935 -0.4838
Si 13.6378 8.2011 6.9754 -0.0694 -0.1398 -0.2641
Si 5.4031 10.8534 6.9272 0.0602 0.085 -0.4098
Si 13.5465 2.68 6.9024 0.123 0.074 -0.3313
Si 16.3717 5.4727 6.8956 -0.1306 -0.091 -0.3228
Si 6.8262 6.7957 8.3487 -0.0071 0.0285 -0.2127
Si 9.5364 9.5122 8.2058 -0.0071 -0.0075 -0.1581
Si 6.7915 1.3308 8.2075 0.039 -0.0212 -0.1456
Si 9.5374 4.0974 8.4007 -0.0007 -0.0246 -0.1779
Si 12.1992 6.8051 8.1861 -0.0116 0.0228 -0.1504
Si 14.983 9.547 8.3958 -0.0111 -0.003 -0.1901
Si 12.2254 12.2285 8.3618 0.0126 -0.0076 -0.204
Si 14.9616 4.0754 8.1247 -0.0171 0.0079 -0.1643
Si 8.1848 5.4763 9.7793 0.0123 -0.0016 -0.0367
Si 10.8819 8.1558 9.5643 -0.0033 0.0014 0.0025
Si 8.1663 10.8596 9.5385 0.0117 0.0017 -0.0003
Si 10.8871 2.7045 9.7754 -0.0006 0.0058 -0.0324
Si 13.5548 5.4024 9.4173 0.0069 -0.0162 0.0026
Si 5.5007 8.1832 9.7386 -0.0059 -0.0007 -0.0358
Si 13.5925 10.8937 9.7736 -0.009 0.001 -0.0336
Si 5.4293 2.7259 9.464 -0.0142 -0.0019 0.0032
Si 9.608 6.8847 11.0977 0.0278 0.0305 -0.0056
Si 12.1588 9.4742 11.0418 -0.019 -0.035 -0.0136
Si 9.3895 12.2151 11.0162 -0.0327 -0.0337 -0.0008
Si 12.3861 4.0811 10.9898 0.0371 0.0338 -0.0064
Si 3.9417 6.7751 10.7911 -0.0402 -0.0332 -0.0064
Si 6.9688 9.5378 11.0773 0.0298 0.0282 -0.0054
Si 15.0423 12.3414 10.9729 0.0288 0.0368 -0.0135
Si 6.7314 4.01 10.9257 -0.022 -0.029 -0.0119
Si 8.745 8.6476 12.485 -0.0099 0.0017 0.0035
Si 10.3641 10.4732 12.2289 0.0128 0.0036 0.0082
Si 7.6088 2.2853 12.2787 0.0099 0.0045 -0.0004
Si 11.4718 5.8843 12.153 0.0018 -0.0049 0.02
Si 2.231 7.616 12.1905 0.0061 0.0007 0.0188
Si 5.9561 11.3688 12.1386 -0.0123 -0.0062 0.0203
Si 14.2051 3.2359 12.2942 -0.0188 -0.0066 0.0045
Si 4.8873 5.0136 11.9449 0.0063 0.0179 0.0172
Si 10.844 11.9312 22.973 0.0019 -0.0034 0.0394
Si 5.9328 8.3318 24.1974 -0.0106 0.0048 0.0465
Si 5.9737 5.6842 14.6767 0 0.0013 0.0312
Si 1.8589 9.9272 24.4485 0.0014 -0.0015 0.0432
Si 9.9949 6.8724 19.0276 -0.0015 -0.0026 0.0356
Si 5.7203 8.3188 27.0058 -0.0022 -0.0022 0.0515
Si 7.4533 10.8604 26.874 -0.0003 -0.0019 0.0432
Si 11.4148 11.245 14.1505 -0.0021 -0.0039 0.0286
Si 11.0547 7.6729 25.2948 -0.0004 0.0042 0.0407
Si 12.2464 3.6739 16.789 0.0032 0.0062 0.0424
Si 12.2929 5.014 19.6171 -0.0021 0.0031 0.0362
Si 1.648 11.4085 27.1415 0.001 0.0027 0.0423
Si 7.7175 5.0574 18.4266 0.0015 0.0013 0.0434
Si 13.7052 2.4231 14.4905 0.0032 0.0024 0.0264
Si 5.3041 6.6544 17.266 -0.0011 0.0022 0.0381
Si 3.1245 14.1037 26.5482 -0.0042 -0.0007 0.0328
Si 8.2196 2.3089 17.209 -0.0094 0.0008 0.0314
Si 6.9202 15.0253 24.0234 0.0027 -0.0009 0.0495
Si 10.1217 9.6923 27.4808 0.0026 0.0064 0.0303
Si 6.7744 11.3962 19.005 -0.0106 -0.0005 0.0515
Si 4.7872 10.8225 15.0328 -0.0041 -0.0003 0.0278
Si 5.4463 7.1354 21.306 0.0099 0.0067 0.0423
Si 2.2904 13.7209 21.7461 0.0105 -0.0069 0.0475
Si 8.372 11.0225 21.6894 0.0073 0.0016 0.043
Si 10.8309 11.7288 17.029 -0.0013 0.0014 0.0347
Si 10.2979 5.3203 14.9384 0.005 -0.0067 0.0273
Si 7.8755 3.2922 14.4165 -0.0033 -0.0003 0.0323
Si 4.7069 1.4982 20.7149 -0.0057 0.0001 0.0437
Si 14.0864 7.4908 19.3757 0.0078 -0.0048 0.0428
Si 12.0418 8.8921 17.7469 -0.0018 -0.005 0.0392
Si 8.4281 7.7688 14.7524 -0.0061 -0.0073 0.0259
Si 4.5861 10.9766 23.4865 -0.0107 0.0001 0.0405
Si 6.3703 15.1176 21.0396 0.0001 -0.0076 0.0401
Si 8.395 6.8208 23.9728 0.0037 0.0034 0.0279
Si 13.355 8.8938 14.9421 -0.0021 0.0016 0.0308
Si 4.0322 9.2326 29.432 0.0022 0.002 0.0172
Si 8.2411 7.9479 21.2318 -0.0097 -0.0079 0.0383
Si 6.8316 9.4188 16.7904 0.0019 -0.0012 0.0416
Si 8.3077 12.4015 24.3095 -0.0027 -0.0126 0.0449
Si 1.1924 5.5047 27.3804 -0.0021 -0.0126 0.0311
O 6.195 5.766 29.4191 0.0114 0.018 -0.014
O 9.2086 13.7963 29.1959 0.0094 0.004 -0.0099
O 14.8601 6.8292 18.1328 0.0101 -0.0056 -0.0261
O 10.5113 11.3111 15.4939 -0.0009 0.0017 -0.027
O 8.0935 8.944 15.8555 0.0085 -0.0097 -0.0271
O 4.5735 12.3353 24.3848 0.0004 -0.0064 -0.0115
O 6.9263 7.3958 27.6001 -0.0097 0.0043 -0.0162
O 4.954 11.4283 21.9912 0.0064 0.0087 -0.0257
O 9.8724 12.6977 24.0189 0.0059 -0.0004 -0.0199
O 5.9743 8.1024 17.1041 0.0037 0.0022 -0.0223
O 1.9781 12.9445 26.7201 0.0078 0.0154 -0.0194
O 4.3061 13.9262 27.6643 -0.0153 0.0062 -0.0249
O 5.2111 11.4784 19.4586 0.0092 -0.0027 -0.0288
O 1.6516 14.9128 20.8721 -0.0051 0.0154 -0.0262
O 5.3354 14.9547 24.3522 0.0082 0.0092 -0.0147
O 9.956 11.3665 21.7386 -0.0048 -0.0021 -0.023
O 10.2844 8.8184 26.1292 0.0019 -0.0102 -0.0248
O 7.608 13.7711 24.7547 0.0005 0.003 -0.0131
O 12.7148 4.3254 18.2015 -0.0014 -0.0068 -0.0283
O 8.047 2.1907 15.6013 0.0001 0.0017 -0.0279
O 11.4796 10.4223 17.7491 -0.0002 0.0061 -0.0102
O 13.2209 8.7646 18.863 -0.0034 0.0021 -0.0151
O 10.8612 15.2952 27.6128 0.0151 0.0076 -0.0226
O 2.4739 15.5545 26.8591 0.004 -0.0104 -0.0183
O 6.2599 9.8071 26.7074 0.0059 0.0032 -0.02
O 14.7477 12.1737 15.1095 -0.0005 0.0036 -0.0177
O 4.2149 7.8848 20.5732 -0.0097 0.0016 -0.0167
O 8.5982 5.3938 28.3916 0.0054 -0.0026 -0.0106
O 6.5401 4.1672 14.7793 -0.0005 -0.0063 -0.0059
O 7.1452 14.9051 22.4322 -0.0085 0.0037 -0.0259
O 5.363 5.5192 21.1292 -0.0066 0.0051 -0.0047
O 4.4754 8.4682 28.0279 0.0166 -0.0063 -0.0327
O 7.6434 5.4983 24.5314 -0.0018 0.0005 -0.017
O 5.4474 7.5023 22.8877 -0.0041 -0.0023 -0.0329
O 11.358 5.4535 13.7378 -0.0024 -0.0015 -0.0142
O 10.9274 11.1027 27.2435 -0.0002 -0.0028 -0.0123
O 6.794 7.6598 20.5545 -0.0013 -0.005 -0.0043
O 6.8737 12.1001 27.7162 0.0171 -0.0116 -0.0195
O 10.7573 5.5327 19.5392 0.0032 -0.0022 -0.019
O 13.4335 3.5233 15.6768 0.0076 -0.0002 -0.0252
O 5.4685 10.7836 13.5844 0.0002 0.0038 -0.0244
O 7.6829 11.7962 22.937 0.0003 -0.0061 -0.0238
O 8.4077 6.8057 22.36 -0.0008 0.0065 -0.0292
O 3.2244 14.1865 23.0065 -0.0097 -0.0008 -0.0338
O 5.6808 9.908 23.977 -0.0039 0.0067 -0.0165
O 5.2014 7.7885 25.5525 0.007 -0.0021 -0.0334
O 14.0206 1.9053 20.7199 0.0046 -0.0028 -0.0102
O 9.1245 4.3277 14.4251 -0.0025 -0.0039 -0.0202
O 5.5379 2.8931 20.723 -0.0009 -0.0007 -0.0104
O 2.2104 10.4211 25.9618 0 -0.0065 -0.0349
O 9.4419 1.3517 17.6856 0.001 -0.001 -0.0199
O 13.4695 7.7558 13.8074 0.0015 0.002 -0.0112
O 8.0885 11.3279 25.4822 0.0018 0.011 -0.032
O 0.83 6.5505 26.2197 -0.0075 0.01 -0.0202
O 14.8093 9.4798 15.2901 -0.0035 0.0034 -0.018
O 1.0764 12.9055 22.3906 0.0073 0.0079 -0.0142
O 11.8019 2.1391 17.0971 -0.0017 0.0016 -0.0184
O 8.5907 10.1261 27.7494 -0.0035 0.0064 -0.0142
O 5.1913 5.8564 13.3085 0.0004 -0.007 -0.0185
O 12.6216 8.4355 16.3004 0.0067 -0.004 -0.0239
O 3.1603 10.2009 23.5347 0.0061 0.0058 -0.0206
O 1.3808 8.3747 24.459 0.0044 0.0033 -0.0101
O 7.2423 10.0489 18.2293 0.0065 -0.0053 -0.0274
O 7.5264 8.1064 24.442 0.0004 -0.0093 -0.0226
O 13.1321 6.3402 19.9421 -0.0021 0.0031 -0.01
O 9.6881 6.8175 15.2236 0.0032 0.0043 -0.0117
O 7.1694 6.7582 14.707 0.0016 0.0065 -0.0225
O 8.6827 6.3394 18.26 0.0002 -0.0017 -0.0046
O 8.199 9.4282 21.861 -0.0011 -0.0051 -0.0217
O 4.9111 6.0406 15.8301 0.0005 -0.0039 -0.0212
O 6.2749 5.5442 17.9169 -0.0072 -0.0003 -0.0117
O 9.4851 7.8231 20.2289 0.0032 -0.0119 -0.0263
O 11.0626 4.6354 16.1982 -0.0092 0.0004 -0.0126
O 6.9445 1.7962 18.0353 0.0119 0.0118 -0.0274
O 5.9904 10.6357 16.1024 -0.0108 0.0021 -0.0108
O 12.5398 10.1076 14.3012 -0.0106 0.0074 -0.0121
O 7.713 11.5278 20.3149 -0.0089 -0.0025 -0.0342
O 9.9331 6.9334 24.4111 -0.0159 -0.0041 -0.0259
O 8.3913 3.8824 17.5413 0.0015 -0.0084 -0.0208
O 12.2541 1.7634 14.0835 0.0004 -0.006 -0.0048
O 7.5187 4.5132 19.9338 0.0087 0.0058 -0.0284
O 10.8941 7.8063 18.0778 -0.0006 0.0051 -0.0065
O 0.6317 10.7351 23.803 -0.0063 0.012 -0.0142
H 6.5741 9.4518 36.8999 -0.2927 0.4655 -0.2048
H 4.9383 11.1028 36.8999 0.2346 -0.2594 -0.3243
H 9.3526 12.2296 36.9209 -0.3382 0.3843 -0.2639
H 7.6998 13.8639 36.9209 0.2554 -0.2155 -0.2962
H 4.9404 5.7347 36.932 0.3669 -0.4234 -0.2244
H 6.5823 4.0895 36.932 -0.2167 0.2325 -0.3107
H 7.6045 8.4104 36.9192 0.3379 -0.4107 -0.2123
H 9.2402 6.7592 36.9192 -0.2191 0.268 -0.2921
H 10.3954 11.1916 36.9391 0.4101 -0.345 -0.2165
H 12.0405 9.5496 36.9391 -0.1935 0.2355 -0.3004
H 2.1855 13.8345 36.9222 0.3798 -0.264 -0.2431
H 3.8353 12.1971 36.9222 -0.3269 0.2012 -0.2832
H 11.9882 14.89 36.914 -0.4019 0.2467 -0.2396
H 10.3356 16.5245 36.914 0.2033 -0.305 -0.2842
H 2.2803 8.4153 36.9192 0.2235 -0.1954 -0.316
H 3.9146 6.7627 36.9192 -0.4194 0.3757 -0.2349
H 8.9794 7.3156 5.979 -0.3938 0.2734 0.2524
H 7.3292 8.9525 5.979 0.207 -0.3337 0.2733
H 11.734 10.0789 5.981 -0.2404 0.3833 0.2322
H 10.0816 11.7137 5.981 0.3555 -0.2323 0.2489
H 9.0059 1.9108 6.0492 -0.1753 0.4262 0.2702
H 7.3641 3.5561 6.0492 0.3708 -0.2333 0.2871
H 11.6637 4.6043 6.0004 -0.3561 0.2196 0.2792
H 10.0295 6.2569 6.0004 0.1633 -0.5164 0.2313
H 14.4563 7.376 6.043 -0.2124 0.3499 0.2821
H 12.8089 9.0158 6.043 0.4358 -0.1816 0.2685
H 4.5731 11.667 5.9948 0.2557 -0.3423 0.2713
H 6.2335 10.0403 5.9948 -0.3905 0.1609 0.2687
H 12.7401 3.517 5.9699 0.1731 -0.4125 0.253
H 14.3692 1.8592 5.9699 -0.4267 0.1764 0.2355
H 15.5451 6.2897 5.9631 0.3991 -0.1662 0.229
H 17.1778 4.6355 5.9631 -0.1865 0.426 0.2205

Results
free energy: -129717.018 eV
free energy less fixed offsets of H -15.71, O -570.45, Si -639.56 eV per atom: -3.268 eV

The program warned: the cutoff lies below the one the program advises for these potential files; the forces do not sum to zero within the program's tolerance; empty levels may hold ghost states of the PAW files; the exchange-correlation potential is rough where the density is thin.
